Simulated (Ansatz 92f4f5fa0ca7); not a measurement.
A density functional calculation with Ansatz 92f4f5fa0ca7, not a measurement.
Periodic cell of 234 atoms, Si146O88, from a study of silicon, its oxide and their interface. The atomic structure is a simulated model.
Doubt: the cutoff is low for norm-conserving oxygen, so forces and energies are approximate.
Doubt: the program's own warning below bears on the result.

Settings
functional: HSE06
potential files: SPMS norm-conserving
basis: plane waves
wave-function cutoff: 800 eV
density cutoff ratio: 4
exchange-correlation grid ratio: 1
k mesh: 1 x 1 x 1, Gamma-centred
occupations: fixed
spin: none
net charge: 0

Cell vectors (angstrom)
a	11.6015	0	0
b	0	10.938	0
c	0	0	32.1198

Atoms: element, x, y, z (angstrom)
Si	0.245	-0.0371	23.3301
Si	4.1039	0.1162	23.511
Si	7.9277	-0.0056	23.3978
Si	2.132	1.3773	23.408
Si	6.0723	1.4518	23.3495
Si	9.9294	1.2943	23.5459
Si	0.0463	5.7185	23.3023
Si	3.8358	5.2433	23.4271
Si	7.7681	5.4601	23.5089
Si	2.1138	6.8488	23.4922
Si	5.6809	6.7028	23.3438
Si	9.6274	6.8872	23.5313
Si	1.9561	2.7303	25.35
Si	5.896	2.7061	25.3747
Si	9.7346	2.7832	25.3802
Si	11.6628	4.1757	25.2308
Si	3.9224	4.0048	25.4006
Si	7.7624	4.1332	25.4573
Si	2.0689	8.2028	25.4189
Si	5.8672	8.1431	25.3099
Si	9.7375	8.2402	25.429
Si	11.7299	9.5258	25.2919
Si	3.9997	9.6063	25.4121
Si	7.7923	9.5726	25.3545
Si	11.6392	-0.018	27.2443
Si	3.9071	0.0237	27.3223
Si	7.7727	0.0017	27.2884
Si	1.9474	1.3619	27.282
Si	5.8473	1.3543	27.3045
Si	9.7163	1.3731	27.2837
Si	11.6555	5.464	27.2482
Si	3.9218	5.4547	27.2823
Si	7.782	5.5011	27.3441
Si	1.9939	6.8185	27.3123
Si	5.8429	6.8362	27.2861
Si	9.7292	6.8349	27.3144
Si	1.9336	2.7345	29.2205
Si	5.8008	2.7345	29.2205
Si	9.6679	2.7345	29.2205
Si	0	4.1018	29.2205
Si	3.8672	4.1018	29.2205
Si	7.7343	4.1018	29.2205
Si	1.9336	8.2035	29.2205
Si	5.8008	8.2035	29.2205
Si	9.6679	8.2035	29.2205
Si	0	9.5708	29.2205
Si	3.8672	9.5708	29.2205
Si	7.7343	9.5708	29.2205
Si	0	0	31.1541
Si	3.8672	0	31.1541
Si	7.7343	0	31.1541
Si	1.9336	1.3673	31.1541
Si	5.8008	1.3673	31.1541
Si	9.6679	1.3673	31.1541
Si	0	5.469	31.1541
Si	3.8672	5.469	31.1541
Si	7.7343	5.469	31.1541
Si	1.9336	6.8362	31.1541
Si	5.8008	6.8362	31.1541
Si	9.6679	6.8362	31.1541
Si	1.9336	2.7345	0.9679
Si	5.8008	2.7345	0.9679
Si	9.6679	2.7345	0.9679
Si	0	4.1018	0.9679
Si	3.8672	4.1018	0.9679
Si	7.7343	4.1018	0.9679
Si	1.9336	8.2035	0.9679
Si	5.8008	8.2035	0.9679
Si	9.6679	8.2035	0.9679
Si	0	9.5708	0.9679
Si	3.8672	9.5708	0.9679
Si	7.7343	9.5708	0.9679
Si	11.5757	0.0141	2.8718
Si	3.8084	-0.0133	2.9351
Si	7.6761	0.014	2.867
Si	1.9084	1.3876	2.9133
Si	5.7337	1.3565	2.912
Si	9.6187	1.3467	2.8626
Si	11.5336	5.4977	2.868
Si	3.8519	5.4659	2.9023
Si	7.6526	5.4545	2.9017
Si	1.9107	6.7834	2.824
Si	5.7485	6.8712	2.9383
Si	9.5791	6.8295	2.9065
Si	1.8748	2.8335	4.8055
Si	5.6617	2.6653	4.8909
Si	9.5852	2.713	4.768
Si	11.5003	4.1034	4.755
Si	3.8507	4.1626	4.884
Si	7.6044	4.0523	4.8126
Si	1.9002	8.0867	4.7385
Si	5.6988	8.2812	4.8913
Si	9.5609	8.2219	4.8272
Si	11.5577	9.4359	4.6778
Si	3.7207	9.608	4.93
Si	7.6382	9.6484	4.8121
Si	11.536	-0.1553	6.5456
Si	3.4627	0.0291	6.9677
Si	7.5637	0.1377	6.7271
Si	1.6116	1.4609	6.6867
Si	5.5173	1.3423	6.9329
Si	9.6395	1.2676	6.6497
Si	11.5012	5.4028	6.7189
Si	3.9311	5.4763	6.914
Si	7.6313	5.5417	6.659
Si	1.9023	6.6506	6.6428
Si	5.7768	7.0499	6.928
Si	9.5961	6.7912	6.7257
O	5.517	2.3077	8.2702
O	1.901	7.7436	7.8494
O	5.8819	8.12	8.2369
O	11.3699	4.4815	8.0941
O	7.6492	10.0546	7.9989
O	9.4756	7.4985	8.2157
O	2.9176	10.0858	8.3012
O	10.0416	2.1943	7.9484
O	7.7008	4.5476	7.9762
O	3.9813	4.4698	8.2379
O	0.2747	9.889	7.9162
O	1.1142	2.2322	8.0906
O	2.5489	7.8577	22.2437
O	2.1833	2.2326	21.9926
O	6.2175	2.4564	22.0127
O	4.0743	10.0572	22.2144
O	5.2184	7.6836	22.0711
O	7.8933	9.9555	22.0581
O	3.7188	4.3545	22.0238
O	9.4722	7.8512	22.2171
O	-0.0501	5.158	21.762
O	8.0933	4.2529	22.4273
O	0.2128	10.291	21.7718
O	10.2995	2.2457	22.243
Si	1.5824	9.1448	8.5478
Si	4.4126	6.3661	14.4325
Si	2.4844	2.0392	16.0229
Si	7.5859	4.6488	9.5822
Si	3.8925	8.5555	21.6671
Si	2.9544	8.1682	16.546
Si	11.162	10.3641	20.2757
Si	-0.1116	5.5728	12.7396
Si	11.3333	2.9341	8.5897
Si	2.9099	3.3369	21.0434
Si	8.6762	0.7901	15.6226
Si	4.2446	1.8181	18.5966
Si	8.9815	7.484	9.7584
Si	3.3711	10.38	14.5886
Si	7.4729	5.2256	18.9093
Si	5.9419	10.9658	11.4877
Si	10.0401	2.2402	20.6512
Si	4.4327	9.5616	18.8981
Si	0.1537	8.2912	11.2114
Si	0.2602	8.8776	17.6997
Si	1.3152	10.7648	12.6768
Si	8.0775	8.6117	15.854
Si	8.7119	8.8415	21.2065
Si	6.754	9.2475	9.0672
Si	2.4887	4.0442	13.6671
Si	7.9009	2.0744	12.853
Si	0.0779	0.3748	15.6265
Si	10.3633	6.2443	18.172
Si	0.2413	4.6376	20.262
Si	5.7323	8.9423	13.8049
Si	6.8775	2.7648	17.1198
Si	3.3106	1.8384	11.5409
Si	9.6043	5.9959	15.2758
Si	4.8044	3.4399	9.1992
Si	6.9941	8.0265	18.7963
Si	9.9185	3.424	11.1438
Si	7.3712	3.3578	21.2891
Si	6.9033	4.3504	14.5949
O	2.7336	10.1203	13.1278
O	8.9815	5.86	18.9565
O	8.0326	1.2185	14.21
O	11.1238	2.8661	10.1991
O	8.5833	3.59	10.2523
O	3.7391	2.7056	10.2057
O	5.7443	2.1791	18.1066
O	8.5309	10.142	15.8038
O	6.3412	3.2822	15.6841
O	7.5196	4.092	17.7715
O	1.7747	4.131	20.1998
O	8.1869	6.0875	10.0574
O	3.8754	2.6188	19.9575
O	7.8235	8.5637	10.0514
O	8.33	5.035	14.9772
O	9.8047	9.5177	20.2638
O	2.5724	9.315	15.4834
O	4.026	8.8324	17.5346
O	10.6354	7.8412	17.9632
O	8.4232	2.3767	20.5238
O	7.9674	1.6037	16.8332
O	10.6989	5.9116	14.1023
O	7.0837	1.1599	11.7786
O	6.0279	4.2628	9.9454
O	3.6989	8.7493	20.0845
O	9.1875	7.5547	15.3697
O	9.41	2.4111	12.3099
O	6.2024	9.679	12.4509
O	1.0644	1.3863	16.4096
O	6.0043	9.2753	19.0258
O	11.5947	5.7187	19.0874
O	7.7334	8.3025	17.3943
O	0.6028	0.3049	14.0748
O	5.7947	5.5231	14.557
O	0.4739	9.7688	19.0681
O	7.1325	3.478	13.2271
O	3.3715	5.3913	13.7019
O	0.4955	6.9493	12.0879
O	10.6851	0.9423	19.9514
O	3.2672	0.9538	15.1184
O	10.2694	7.9294	10.6415
O	3.2535	2.3006	17.4107
O	6.4682	6.4846	18.6452
O	1.5611	7.9424	17.3519
O	1.0588	4.5046	13.0685
O	10.4348	4.8332	11.7496
O	5.938	10.3299	9.9754
O	6.8846	4.4672	20.2186
O	4.7611	7.6711	13.5273
O	10.2501	1.1039	15.6211
O	3.1912	2.9368	12.724
O	0.2579	9.6638	12.0985
O	4.939	10.0778	14.6272
O	1.2333	8.6706	10.0531
O	-0.018	9.9065	16.4588
O	7.8003	8.012	20.1915
O	3.6928	6.9061	15.8139
O	4.1381	0.2144	18.8782
O	10.283	5.575	16.6918
O	2.3491	3.4001	15.1569
O	4.5296	0.7829	11.7511
O	6.8788	8.4151	14.7945
O	1.8675	1.0007	11.6295
O	10.7697	3.4787	19.9537

Results
free energy: -55958.628 eV
free energy less fixed offsets of O -447.96, Si -113.29 eV per atom: 2.192 eV
gap between the highest filled and lowest empty level on this k mesh: 1.469 eV

The program warned: the cutoff lies below the one the program advises for these potential files; the model core charge is not resolved on the grid; the forces do not sum to zero within the program's tolerance; the exchange-correlation potential is rough where the density is thin.
